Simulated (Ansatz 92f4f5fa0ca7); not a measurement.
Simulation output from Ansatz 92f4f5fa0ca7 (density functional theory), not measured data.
Periodic cell of 218 atoms, Si134O84, from a study of silicon, its oxide and their interface. The atomic structure is a simulated model.
Doubt: the cutoff is far below the 930 eV that the study's wrapper takes by default for these files, so forces and energies are approximate.

Settings: functional PBE; potential files Ansatz PAW; basis plane waves; wave-function cutoff 580 eV; density cutoff ratio 5; exchange-correlation grid ratio 1; k mesh 1 x 1 x 1, Gamma-centred; self-consistency stop 5e-08 eV per atom in the density residual; occupations fixed; spin none; net charge 0.

Cell vectors (angstrom)
a, 10.938, 0, 0
b, 0, 10.938, 0
c, 0, 0, 31.4974

Atoms and the computed forces on them: element, x, y, z (angstrom), force x, y, z (eV/angstrom)
Si, 0.5635, -0.4808, 24.2677, -0.0626, 0.0489, -0.0127
Si, 5.939, -0.4078, 24.2948, -0.1539, 0.1058, -0.0889
Si, 2.3287, 3.331, 23.978, 0.1221, -0.1225, -0.0602
Si, 7.5621, 3.4046, 24.0876, 0.0862, -0.13, -0.0363
Si, 0.625, 5.1946, 23.7962, -0.1182, 0.1428, -0.056
Si, 5.7748, 5.0923, 23.9572, -0.0724, 0.0525, -0.0921
Si, 2.4636, 8.8537, 24.2602, 0.1213, -0.0542, -0.055
Si, 7.6141, 8.7713, 24.0121, 0.0815, -0.0958, -0.0852
Si, 1.387, 1.49, 25.2988, 0.0102, 0.0308, 0.0014
Si, 6.8679, 1.4813, 25.3654, 0.0154, 0.0098, 0.0445
Si, 4.0831, 4.1557, 25.3391, 0.0035, -0.0114, 0.0534
Si, 9.6091, 4.2468, 25.0868, 0.0228, -0.0097, 0.0279
Si, 1.457, 6.8906, 25.2582, 0.0095, 0.033, 0.0354
Si, 6.7737, 6.8935, 25.225, 0.0176, -0.0238, 0.0567
Si, 4.1601, 9.6799, 25.6329, 0.0185, 0.0294, 0.0002
Si, 9.5588, 9.5426, 25.2997, -0.0177, 0.0264, 0.0344
Si, 2.7008, 0.1376, 26.78, -0.0629, -0.0373, -0.0013
Si, 8.238, 0.0348, 26.6965, -0.0384, -0.035, 0.0001
Si, -0.0823, 2.794, 26.6289, 0.0241, 0.0146, 0.0041
Si, 5.4076, 2.7318, 26.7239, 0.0374, 0.0468, -0.0174
Si, 2.7505, 5.5244, 26.7126, -0.0342, -0.0154, 0.0163
Si, 8.2252, 5.5388, 26.6091, -0.0493, -0.0354, -0.0021
Si, -0.0263, 8.1489, 26.676, 0.0387, 0.0438, -0.0173
Si, 5.4699, 8.1481, 26.7714, 0.0339, 0.0055, -0.0166
Si, 4.1018, 1.3673, 28.0792, 0.0425, 0.417, 0.9398
Si, 9.5708, 1.3673, 28.0792, 0.1307, 0.2797, -0.0103
Si, 1.3673, 4.1018, 28.0792, -0.2158, 0.1422, -0.4598
Si, 6.8362, 4.1018, 28.0792, 0.1228, 0.1908, -0.5911
Si, 4.1018, 6.8362, 28.0792, -0.0642, -0.164, 0.6709
Si, 9.5708, 6.8362, 28.0792, -0.0623, -0.1487, 0.0734
Si, 1.3673, 9.5708, 28.0792, -0.2706, 0.0637, -0.3548
Si, 6.8362, 9.5708, 28.0792, 0.2444, 0.0532, -0.1247
Si, 0, 0, 29.4464, 0.0522, -0.014, -0.0091
Si, 5.469, 0, 29.4464, -0.0487, 0.0189, -0.0198
Si, 2.7345, 2.7345, 29.4464, 0.1602, -0.0556, 0.0261
Si, 8.2035, 2.7345, 29.4464, 0.0256, -0.0069, -0.0409
Si, 0, 5.469, 29.4464, -0.0677, -0.0383, -0.0066
Si, 5.469, 5.469, 29.4464, -0.0223, 0.0435, 0.0096
Si, 2.7345, 8.2035, 29.4464, 0.1126, -0.0096, -0.0227
Si, 8.2035, 8.2035, 29.4464, 0.0963, 0.0723, 0.0042
Si, 1.3673, 1.3673, 30.8137, -0.0265, 0.0332, -0.0049
Si, 6.8362, 1.3673, 30.8137, 0.0012, -0.016, -0.0384
Si, 4.1018, 4.1018, 30.8137, -0.0396, 0.0372, -0.0041
Si, 9.5708, 4.1018, 30.8137, 0.0248, -0.006, -0.0235
Si, 1.3673, 6.8362, 30.8137, -0.0382, 0.0443, -0.0469
Si, 6.8362, 6.8362, 30.8137, -0.034, -0.0066, -0.0136
Si, 4.1018, 9.5708, 30.8137, -0.0274, -0.013, -0.0438
Si, 9.5708, 9.5708, 30.8137, -0.0525, 0.0155, 0.0065
Si, 2.7345, 0, 0.6835, 0.1312, -0.0518, -0.0003
Si, 8.2035, 0, 0.6835, -0.0279, 0.0255, 0.02
Si, 0, 2.7345, 0.6835, -0.0474, -0.0048, -0.0007
Si, 5.469, 2.7345, 0.6835, -0.0036, -0.0778, 0.0086
Si, 2.7345, 5.469, 0.6835, 0.0565, 0.0366, 0.0131
Si, 8.2035, 5.469, 0.6835, 0.0643, -0.0241, -0.0086
Si, 0, 8.2035, 0.6835, 0.057, -0.0418, 0.0161
Si, 5.469, 8.2035, 0.6835, -0.0388, 0.0518, 0.0036
Si, 4.1018, 1.3673, 2.0507, -0.1066, -0.0001, 0.0086
Si, 9.5708, 1.3673, 2.0507, 0.0847, 0.0215, -0.043
Si, 1.3673, 4.1018, 2.0507, -0.0519, -0.0837, -0.0403
Si, 6.8362, 4.1018, 2.0507, -0.0408, 0.0994, 0.0239
Si, 4.1018, 6.8362, 2.0507, -0.0208, -0.0345, -0.0401
Si, 9.5708, 6.8362, 2.0507, -0.1318, 0.0312, 0.0118
Si, 1.3673, 9.5708, 2.0507, -0.0635, 0.0279, 0.0417
Si, 6.8362, 9.5708, 2.0507, 0.005, -0.0544, -0.0636
Si, 0, 0, 3.418, -0.0084, 0.2961, -0.345
Si, 5.469, 0, 3.418, 0.2235, 0.0089, 0.3751
Si, 2.7345, 2.7345, 3.418, -0.2817, -0.3614, -0.5756
Si, 8.2035, 2.7345, 3.418, 0.397, -0.0454, 0.7041
Si, 0, 5.469, 3.418, -0.072, -0.4595, 0.5101
Si, 5.469, 5.469, 3.418, -0.0884, 0.0346, -0.5197
Si, 2.7345, 8.2035, 3.418, -0.0295, -0.4026, 0.4863
Si, 8.2035, 8.2035, 3.418, -0.0897, 0.0453, -0.9061
Si, 1.3614, 1.3653, 4.7898, 0.0134, -0.0192, 0.0126
Si, 6.8977, 1.3374, 4.846, -0.0051, -0.0076, -0.0117
Si, 4.1074, 4.0529, 4.686, 0.0219, 0.0106, -0.0031
Si, 9.6351, 4.0434, 4.9412, -0.0062, 0.0057, 0.0176
Si, 1.3682, 6.7452, 4.8479, 0.0182, 0.0206, -0.0126
Si, 6.8589, 6.8327, 4.6991, -0.0332, 0.0055, 0.0479
Si, 4.1268, 9.54, 4.7987, 0.0205, 0.0006, 0.028
Si, 9.5509, 9.5705, 4.6868, -0.0002, 0.024, -0.0161
Si, 2.6992, -0.0624, 6.1055, -0.0253, -0.0332, -0.0011
Si, 8.2856, -0.1004, 6.2112, -0.0092, 0.0261, -0.0277
Si, 0.1311, 2.5721, 6.459, -0.0015, 0.016, -0.0052
Si, 5.4512, 2.7462, 6.0787, 0.0358, -0.001, -0.0252
Si, 2.7243, 5.2132, 6.1683, -0.0313, 0.0163, -0.0348
Si, 8.1521, 5.5235, 6.1451, 0.0045, -0.0075, 0.0343
Si, -0.1255, 8.167, 6.0307, -0.0295, -0.0551, -0.0371
Si, 5.5167, 8.1409, 6.1197, -0.0085, 0.0101, 0.0174
Si, 3.8399, 1.5817, 7.3309, 0.1946, -0.1192, 0.0585
Si, 10.1797, 0.5689, 7.5226, -0.0951, 0.0489, 0.0355
Si, 2.1248, 3.3504, 7.6971, -0.0873, 0.0885, 0.1223
Si, 6.2677, 4.6346, 7.2562, 0.1047, -0.1028, 0.034
Si, 4.4705, 6.3251, 7.2098, -0.0705, 0.0674, -0.0045
Si, 9.0131, 7.3755, 7.3877, 0.1207, -0.1366, 0.0323
Si, 1.014, 9.7164, 7.322, 0.0942, -0.1471, 0.0393
Si, 7.1936, 9.149, 7.4811, -0.1304, 0.1431, 0.0499
O, 6.5387, 9.8069, 8.9088, 0.0135, -0.0284, -0.0423
O, 2.094, 3.6624, 9.3811, 0.0365, -0.0209, -0.1255
O, 1.5587, 8.6839, 8.551, 0.0088, 0.0637, -0.0016
O, -0.0538, -0.6932, 11.1101, 0.0028, -0.0025, -0.0545
O, 9.7397, 6.9074, 8.809, -0.0321, 0.0619, -0.0262
O, 4.7009, 0.8248, 8.5553, -0.0489, -0.0021, 0.0039
O, 3.6643, 6.7678, 8.5975, -0.0132, 0.0783, 0.0677
O, 9.6347, 0.6518, 9.1118, 0.0348, -0.0523, -0.0834
O, 5.3151, -0.1697, 22.7659, -0.0397, -0.1168, 0.0219
O, 7.4864, 2.9821, 22.4893, -0.0246, 0.0841, 0.0528
O, 3.048, 2.9574, 22.4888, -0.0875, 0.0228, 0.0505
O, 5.2847, 5.2696, 22.3507, 0.0995, -0.0447, 0.1364
O, 7.5613, 8.4135, 22.3702, -0.0298, 0.0508, 0.1338
O, 1.6629, 3.7877, 19.1933, 0.0341, -0.0087, 0.0554
O, 3.3258, 8.8415, 22.7981, -0.0946, 0.0407, 0.0269
O, 0.0966, -0.2372, 22.7153, 0.0288, 0.0036, -0.0126
Si, 1.9303, 2.7133, 10.7256, -0.0256, 0.0142, 0.0836
Si, 7.342, 0.9279, 14.6487, -0.0095, 0.0028, 0.0279
Si, -7.2399, 0.4696, 11.8099, -0.1005, 0.0109, 0.1892
Si, 8.3117, 2.543, 21.191, -0.0526, 0.023, -0.1031
Si, -3.5865, 11.3375, 19.2797, -0.0196, 0.0008, -0.09
Si, 9.8329, 12.1758, 17.6666, 0.0043, -0.0339, -0.0076
Si, 6.0859, 7.2981, 19.0528, 0.0158, 0.057, -0.0757
Si, 5.0842, 10.4098, 9.3962, -0.0451, -0.0111, -0.0043
Si, 8.1219, 4.7853, 13.8575, 0.0111, 0.0123, 0.0385
Si, 1.4319, 6.638, 21.1334, -0.0454, -0.0145, -0.1314
Si, 5.3489, 5.1398, 12.5657, -0.0113, -0.0189, 0.0901
Si, -1.1008, 9.9186, 14.5183, 0.029, -0.0051, 0.0465
Si, 9.5909, 6.4458, 10.3507, -0.0004, 0.0044, 0.0727
Si, -2.6154, 14.1177, 16.314, -0.007, 0.023, -0.0056
Si, 2.8975, 8.0443, 9.2622, 0.0257, 0.0389, 0.0331
Si, 7.211, 4.3482, 10.2787, -0.0134, -0.0038, 0.0388
Si, -0.57, 0.753, 10.5608, -0.0357, 0.0089, 0.0903
Si, 4.3725, 5.6216, 21.0399, -0.0062, 0.0243, -0.1038
Si, 0.9688, 5.0829, 18.4938, -0.0461, -0.0393, -0.0526
Si, 1.3819, 6.9246, 11.7841, -0.0598, 0.0202, 0.1425
Si, 0.0292, 8.9997, 20.1356, -0.0345, -0.0443, -0.0556
Si, 5.0359, 6.8113, 16.3801, 0.0175, 0.035, -0.0147
Si, -6.1032, 10.0149, 19.0237, 0.0865, 0.0295, -0.1
Si, -2.7405, 2.3167, 12.1737, -0.0014, 0.043, 0.0926
Si, -2.5254, 7.7021, 12.7393, -0.0132, -0.0331, 0.0971
Si, 4.6387, 10.5766, 14.3964, 0.0087, 0.0147, 0.0419
Si, -1.6143, 14.6553, 18.8934, 0.0075, 0.012, -0.108
Si, 3.2465, 3.405, 19.0626, -0.0245, 0.0427, -0.0724
Si, 3.1785, 9.4144, 16.7399, -0.0021, 0.0333, -0.0461
Si, 2.5074, 4.3841, 13.195, 0.0454, 0.071, 0.044
Si, 2.9426, 4.519, 16.2911, -0.0089, 0.0199, -0.0462
Si, 2.606, 1.8367, 21.379, 0.0214, -0.0137, -0.0553
Si, 0.178, 9.5265, 17.1431, -0.0139, 0.0136, -0.0701
Si, 4.0044, -0.819, 22.0343, 0.0942, 0.0012, 0.018
Si, 10.8474, 0.7393, 21.4468, 0.0277, -0.0492, -0.0366
Si, 0.9051, -1.07, 12.3896, 0.0078, -0.0248, 0.0926
Si, 8.0641, 8.5795, 20.8277, 0.0134, 0.0326, -0.113
Si, -5.3926, 7.8255, 13.6463, 0.0028, -0.0036, 0.0455
O, -4.0693, 8.1768, 12.7938, 0.0083, -0.0037, -0.0489
O, 9.6628, 8.3888, 20.8689, 0.0236, -0.0134, 0.0314
O, -4.7921, -0.1188, 14.9572, -0.003, 0.0026, 0.0038
O, 7.5277, -3.5346, 19.8099, -0.0043, 0.0012, 0.0616
O, -0.0658, 8.7001, 18.5242, 0.0132, -0.0094, 0.0618
O, 1.6299, 3.4561, 12.1621, -0.0147, -0.0405, -0.0687
O, -4.1873, 4.1516, 8.7582, -0.0459, 0.0557, 0.0214
O, -3.5842, 1.7803, 20.1307, -0.0089, 0.0132, 0.0575
O, 10.057, 9.1729, 15.9593, 0.0228, 0.0017, 0.0224
O, -0.8151, 2.2653, 18.9056, 0.0044, 0.0172, 0.0637
O, 1.1507, 6.2708, 19.5667, 0.0082, 0.0483, 0.0746
O, 8.4325, 0.4379, 18.0369, -0.0049, -0.0029, 0.0565
O, 3.3506, 2.0047, 19.917, -0.0317, -0.0445, 0.0948
O, 5.9699, 6.4123, 17.6772, -0.0232, -0.0009, 0.0283
O, 1.9803, 5.9071, 12.9142, -0.0083, 0.0002, -0.0442
O, 0.2793, 10.4744, 13.797, -0.0206, 0.0068, -0.0346
O, 0.6846, 1.7514, 10.3692, 0.0168, 0.0202, -0.0344
O, 6.0286, -5.7882, 11.0813, 0.0038, 0.001, -0.0352
O, 4.4853, -1.2417, 20.5614, -0.0658, 0.0269, 0.0698
O, -1.5075, 12.4144, 21.6684, 0.0234, -0.0288, 0.0401
O, 1.7133, 5.3304, 17.0503, 0.02, -0.0054, 0.0235
O, 11.9228, 12.88, 21.2878, 0.0145, -0.0017, 0.0297
O, 3.5085, 3.4109, 17.4199, 0.0017, 0.0103, 0.0274
O, 12.1796, 8.276, 20.987, 0.0095, 0.0064, 0.0305
O, 3.6165, 10.5333, 15.6449, -0.0008, -0.0149, 0.0009
O, 3.4421, -0.8393, 18.1976, 0.0237, -0.0068, 0.0623
O, 0.4528, 5.9027, 22.2503, 0.023, -0.1079, 0.1322
O, 4.2027, 5.4862, 15.9348, -0.0133, -0.013, 0.0383
O, 4.1984, 4.4401, 19.9067, -0.0009, -0.0105, 0.0208
O, 7.3566, 2.8504, 10.8948, -0.0228, -0.0152, -0.0434
O, 7.1846, -8.7462, 15.6842, 0.016, 0.0002, 0.0076
O, 2.3924, 10.4315, 12.0253, 0.029, 0.0128, -0.0449
O, 8.6611, 5.0979, 10.4052, -0.0112, 0.0095, -0.0534
O, 4.0643, 15.1021, 12.7208, 0.0222, 0.0006, -0.0406
O, -2.0951, 7.6377, 11.1764, 0.001, 0.0063, -0.0424
O, 4.5656, 9.1104, 13.6782, 0.0079, -0.0239, -0.034
O, 5.0407, 6.8298, 20.1898, -0.0336, -0.0148, 0.0667
O, -1.56, 1.3344, 11.6964, -0.0009, -0.0055, -0.0368
O, 4.2117, 0.7959, 13.3327, -0.0002, 0.006, -0.0755
O, 5.9837, 7.3207, 15.1488, -0.019, -0.0013, 0.0273
O, -2.2537, 6.2443, 13.43, 0.0046, 0.0147, -0.0314
O, 9.6874, 13.1952, 16.378, -0.0093, -0.0018, 0.007
O, 5.8077, 11.2896, 18.74, -0.0193, -0.0044, 0.0662
O, -5.2024, 8.7771, 18.4927, -0.0163, 0.0006, 0.0523
O, 4.7703, 6.6286, 12.8799, 0.0172, -0.0033, -0.0483
O, 4.9684, 10.757, 10.9995, 0.0585, -0.0192, -0.1444
O, 8.8642, 3.9109, 20.4457, 0.0057, -0.0292, 0.0312
O, -2.9014, 3.6428, 17.8649, 0.0009, -0.0022, 0.0214
O, -2.4558, 4.5286, 15.4231, -0.0101, -0.0117, 0.0015
O, 7.1819, 1.4821, 13.1272, -0.0047, 0.009, -0.0602
O, 2.9241, 6.1561, 21.5692, 0.0332, 0.013, 0.0436
O, 3.2602, 12.7357, 10.9765, 0.0371, -0.0043, -0.0688
O, -2.1565, 11.1253, 14.7827, 0.0013, 0.009, -0.0039
O, 0.9113, 8.2545, 12.5968, 0.0218, -0.0255, -0.0843
O, 0.1297, 6.1913, 11.0075, -0.0186, 0.0014, -0.0513
O, -3.2566, 10.0637, 20.2502, -0.0105, -0.0365, 0.0375
O, 0.1086, 0.2111, 17.3851, 0.0038, 0.0018, 0.0147
O, 3.9306, 7.9815, 16.6274, 0.0002, -0.0251, 0.0163
O, 0.0409, 10.635, 20.1955, -0.0015, 0.0426, 0.0409
O, -1.6987, 8.8248, 13.5129, -0.0068, 0.0044, -0.0419
O, -9.3222, -1.8275, 16.5508, 0.0001, -0.0254, 0.0038
O, 2.4986, 7.4497, 10.7249, 0.0868, 0.0673, -0.1873
O, 2.3972, 14.9417, 14.8103, 0.015, -0.0259, 0.0145
O, 3.9576, 9.2671, 9.1813, -0.0465, -0.0882, -0.0015
O, 8.8328, 3.5881, 12.9964, 0.0143, -0.0184, -0.0437
O, 13.8164, 0.3449, 21.9435, 0.0576, 0.003, 0.0087
O, -0.6315, 15.8087, 18.3104, 0.0234, 0.0149, 0.0459
O, 6.5022, 4.7057, 13.642, -0.0233, -0.0099, -0.0347

Results
free energy: -132955.319 eV
free energy less fixed offsets of O -568.88, Si -635.61 eV per atom: 2.341 eV

The program warned: the cutoff lies below the one the program advises for these potential files; the exchange-correlation potential is rough where the density is thin.
